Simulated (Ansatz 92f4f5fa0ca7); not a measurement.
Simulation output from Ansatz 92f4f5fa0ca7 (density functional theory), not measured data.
Periodic cell of 276 atoms, Si168O108, from a study of silicon, its oxide and their interface. The atomic structure is a simulated model.
Doubt: the cutoff is low for norm-conserving oxygen, so forces and energies are approximate.
Doubt: the program's own warning below bears on the result.

Settings: functional HSE06; potential files SPMS norm-conserving; basis plane waves; wave-function cutoff 800 eV; density cutoff ratio 4; exchange-correlation grid ratio 1; k mesh 1 x 1 x 1, Gamma-centred; occupations fixed; spin none; net charge 0.

Cell vectors (angstrom)
a  11.6015  0  0
b  0  13.3963  0
c  0  0  30.8482

Atoms: element, x, y, z (angstrom)
Si  0.0557  -0.0906  24.0887
Si  3.8618  0.008  24.1822
Si  7.7262  0.0496  24.0197
Si  1.9246  3.4161  24.119
Si  6.017  3.3835  24.1805
Si  9.6421  3.3518  24.2565
Si  -0.104  6.6829  24.145
Si  3.7614  6.6743  24.2029
Si  7.7194  6.7794  24.1444
Si  2.0055  10.0119  24.1437
Si  5.7774  10.0635  24.1633
Si  9.6557  10.0554  23.9744
Si  0.0302  2.1887  24.8329
Si  3.9382  2.3  24.7773
Si  7.7865  2.1724  25.1001
Si  1.8442  5.5975  25.0025
Si  5.7808  5.6198  24.883
Si  9.6046  5.5968  24.9994
Si  -0.0118  8.9489  24.8206
Si  3.8893  8.9011  24.9879
Si  7.7499  8.9917  24.9113
Si  1.9585  12.2453  24.9753
Si  5.8228  12.3097  24.9056
Si  9.6499  12.2802  24.7991
Si  0.0098  2.2061  27.2366
Si  3.8905  2.2573  27.2055
Si  7.7547  2.1922  27.4157
Si  1.8957  5.578  27.345
Si  5.789  5.5864  27.2688
Si  9.6458  5.5884  27.345
Si  -0.0054  8.9377  27.2284
Si  3.876  8.911  27.3372
Si  7.7434  8.949  27.287
Si  1.9408  12.2637  27.3258
Si  5.8142  12.284  27.2832
Si  9.6605  12.2654  27.2184
Si  1.9594  1.1254  28.0559
Si  5.783  1.1109  28.0925
Si  9.7051  1.079  28.091
Si  -0.0244  4.4343  28.0892
Si  3.8583  4.4668  28.0749
Si  7.7139  4.4625  28.0949
Si  1.9131  7.8206  28.0862
Si  5.8209  7.806  28.089
Si  9.6747  7.8333  28.084
Si  -0.0136  11.1555  28.0675
Si  3.8838  11.1544  28.0892
Si  7.7407  11.1727  28.0819
Si  1.9336  1.1164  30.4532
Si  5.8008  1.1164  30.4532
Si  9.6679  1.1164  30.4532
Si  0  4.4654  30.4532
Si  3.8672  4.4654  30.4532
Si  7.7343  4.4654  30.4532
Si  1.9336  7.8145  30.4532
Si  5.8008  7.8145  30.4532
Si  9.6679  7.8145  30.4532
Si  0  11.1635  30.4532
Si  3.8672  11.1635  30.4532
Si  7.7343  11.1635  30.4532
Si  0  0  0.3944
Si  3.8672  0  0.3944
Si  7.7343  0  0.3944
Si  1.9336  3.3491  0.3944
Si  5.8008  3.3491  0.3944
Si  9.6679  3.3491  0.3944
Si  0  6.6981  0.3944
Si  3.8672  6.6981  0.3944
Si  7.7343  6.6981  0.3944
Si  1.9336  10.0472  0.3944
Si  5.8008  10.0472  0.3944
Si  9.6679  10.0472  0.3944
Si  0.0097  -0.0069  2.7646
Si  3.8977  -0.0081  2.7515
Si  7.7559  -0.0063  2.7801
Si  1.9344  3.3511  2.7618
Si  5.7952  3.3631  2.7359
Si  9.6777  3.3644  2.7751
Si  -0.0099  6.6902  2.7861
Si  3.8616  6.7036  2.7449
Si  7.7592  6.7091  2.7778
Si  1.9244  10.0647  2.7608
Si  5.7938  10.0244  2.764
Si  9.635  10.0685  2.7773
Si  0.0094  2.2175  3.5547
Si  3.8771  2.2283  3.5114
Si  7.7249  2.2525  3.4995
Si  1.9483  5.5861  3.5607
Si  5.806  5.5993  3.5014
Si  9.6635  5.5804  3.654
Si  -0.0256  8.9514  3.5126
Si  3.8427  8.9227  3.5477
Si  7.7151  8.9326  3.6163
Si  1.9597  12.3047  3.5405
Si  5.8245  12.2461  3.5522
Si  9.6921  12.2867  3.6354
Si  0.0241  2.1904  5.928
Si  3.9043  2.2115  5.8625
Si  7.6945  2.2603  5.8393
Si  1.9749  5.5773  5.9337
Si  5.7956  5.5928  5.8485
Si  9.6535  5.5531  6.0823
Si  -0.062  8.9742  5.8604
Si  3.7954  8.8875  5.9197
Si  7.6756  8.9171  6.0216
Si  2.0009  12.3228  5.8989
Si  5.8446  12.1925  5.9253
Si  9.7265  12.2929  6.0572
Si  2.011  1.1466  6.749
Si  5.8337  1.0381  6.6056
Si  9.6024  1.1994  6.671
Si  0.0718  4.4185  6.6641
Si  3.9372  4.4198  6.6748
Si  7.6267  4.4482  6.7609
Si  1.7965  7.8239  6.6814
Si  5.7042  7.7663  6.7449
Si  9.653  7.8473  6.7452
Si  0.1419  11.1776  6.7411
Si  3.8646  11.106  6.6753
Si  7.7929  11.1506  6.8277
O  4.1647  4.265  8.3248
O  5.5457  7.5787  8.401
O  9.3196  1.5325  8.2987
O  9.7751  8.0608  8.399
O  2.2243  1.2242  8.405
O  5.9843  0.9091  8.2498
O  1.4578  7.9302  8.3204
O  0.5172  11.1499  8.3838
O  3.7099  10.9886  8.3307
O  0.3833  4.2882  8.3018
O  7.2537  4.4291  8.4114
O  7.7915  11.2176  8.505
O  6.6153  3.4152  22.6102
O  2.2547  9.933  22.4983
O  7.6975  0.1389  22.3386
O  11.2546  6.5595  22.5012
O  7.812  6.9454  22.4777
O  0.2572  13.066  22.4544
O  9.6218  9.9898  22.2905
O  3.456  6.6382  22.5576
O  5.6783  10.0212  22.5055
O  9.359  3.4084  22.6086
O  1.7502  3.5744  22.4779
O  3.7675  -0.1084  22.5313
Si  8.9396  10.0727  18.0462
Si  4.4245  10.962  9.7877
Si  9.1876  10.7166  20.8818
Si  5.08  8.1691  9.8472
Si  2.6931  1.7042  9.8911
Si  7.2131  6.2425  21.1338
Si  10.407  6.6199  18.2941
Si  3.0811  10.8067  12.5431
Si  10.0534  6.1304  14.1958
Si  9.7213  1.5169  16.2439
Si  5.5357  0.544  9.7566
Si  1.6496  9.6947  21.0013
Si  11.0892  4.1499  9.6466
Si  7.2509  0.8138  20.8966
Si  3.2436  6.4286  14.488
Si  7.994  3.4946  21.7134
Si  10.2126  1.2448  9.6314
Si  13.5808  3.6488  15.316
Si  8.1282  5.0298  9.6523
Si  -0.5481  4.3108  16.654
Si  1.4069  13.0904  11.9839
Si  7.3961  1.5455  14.0809
Si  8.4632  10.8554  9.957
Si  5.0471  6.0415  11.9755
Si  7.9689  0.0654  11.4581
Si  11.6061  12.4625  20.9601
Si  9.0304  7.8661  9.8372
Si  4.0479  8.7069  19.4117
Si  7.583  4.518  12.7319
Si  0.6661  1.0727  14.5597
Si  4.5208  10.3744  15.0218
Si  1.8198  9.1926  14.6232
Si  4.1064  6.0882  21.1627
Si  4.4159  13.3513  21.0464
Si  1.8615  1.1667  19.5322
Si  5.0012  7.8647  16.5964
Si  2.8227  1.1921  16.5292
Si  8.0242  13.1128  18.0186
Si  7.4771  7.5632  18.2813
Si  11.4389  11.9127  9.6536
Si  5.9452  10.5573  20.9929
Si  10.7395  8.4905  16.0428
Si  5.5607  13.3048  15.9591
Si  2.0868  7.3642  9.7101
Si  1.9561  4.0705  20.9429
Si  3.4061  4.5648  9.7346
Si  0.2057  6.7649  20.9867
Si  11.3993  6.5912  11.4807
O  9.2475  0.6699  17.5409
O  9.3565  0.689  10.8828
O  1.0645  4.1799  16.5496
O  2.6363  12.3657  12.7747
O  6.2113  5.374  12.883
O  1.0278  5.39  20.6058
O  10.5333  5.0707  15.318
O  5.1987  11.7694  15.5141
O  2.4673  3.2962  10.1412
O  1.0266  2.6814  14.3633
O  7.9276  0.3897  13.0482
O  5.6379  7.2975  11.1054
O  3.2217  0.437  20.0653
O  3.4808  4.6395  20.734
O  1.8943  9.8093  13.0983
O  4.2759  1.4697  10.1455
O  4.0931  8.5229  17.7938
O  5.0634  11.8965  20.6763
O  -0.0315  5.0772  10.8838
O  4.2611  6.6832  15.7421
O  9.6423  9.8864  19.5305
O  7.3066  3.0219  13.3518
O  5.6737  5.8546  21.4367
O  7.9418  6.6531  9.7134
O  7.8789  4.352  11.1172
O  10.2901  2.9083  16.8109
O  9.8469  9.6388  16.7717
O  7.2528  7.2219  19.8536
O  10.9933  2.5908  10.1117
O  6.0089  0.9192  14.7291
O  3.9315  6.5873  13.0202
O  8.8553  6.8318  17.847
O  11.2314  6.4038  13.0867
O  1.0883  7.4735  10.9965
O  8.2986  9.2578  10.2871
O  11.3109  7.5408  17.2675
O  0.7191  11.0046  20.6973
O  6.7305  -0.0883  17.0712
O  4.2391  0.4575  16.7215
O  0.3398  9.3027  15.2871
O  2.8099  9.6674  19.8565
O  6.7478  0.8855  10.7689
O  5.4189  9.4122  19.9577
O  7.8692  11.8536  11.1215
O  0.4476  0.349  13.1213
O  8.027  4.8643  20.8343
O  10.0898  7.4069  10.9734
O  2.1108  7.5874  14.5919
O  10.057  11.1311  9.9213
O  11.244  13.4661  9.1783
O  4.4491  4.9235  10.9368
O  0.9663  8.2128  20.9486
O  2.6201  4.9206  14.5396
O  10.8957  0.7973  15.3849
O  9.9937  12.16  20.7957
O  7.5905  9.167  18.0607
O  2.42  5.8066  9.4642
O  3.1381  2.7075  15.9749
O  10.6201  6.9205  19.8754
O  8.5349  11.6018  17.8289
O  1.9094  0.4233  15.4049
O  5.174  12.3758  9.9796
O  6.2699  7.1001  17.2943
O  8.7552  5.4198  13.4639
O  7.6345  13.36  19.5722
O  4.4563  10.4641  13.376
O  8.4493  1.7672  15.2813
O  1.9725  1.2208  17.9127
O  3.3156  10.7026  10.9443
O  5.6311  1.0357  20.9498
O  10.768  5.0711  18.0489
O  3.8637  7.203  20.0138
O  9.8588  7.5804  14.9706
O  5.3994  9.1004  15.5753
O  0.6591  11.957  11.0614
O  3.4593  8.1564  9.9992
O  7.9883  2.244  20.6865
O  9.6461  4.7184  9.181
O  0.5772  0.2195  19.9428
O  1.6971  2.727  20.0408
O  5.514  9.7443  9.9078
O  7.5509  10.8398  20.8357
O  1.8863  0.8963  11.0237
O  2.9515  10.0561  15.4768

Results
free energy: -67414.536 eV
free energy less fixed offsets of O -447.96, Si -113.29 eV per atom: -2.136 eV
gap between the highest filled and lowest empty level on this k mesh: 1.436 eV

The program warned: the cutoff lies below the one the program advises for these potential files; the model core charge is not resolved on the grid; the forces do not sum to zero within the program's tolerance; the exchange-correlation potential is rough where the density is thin.
